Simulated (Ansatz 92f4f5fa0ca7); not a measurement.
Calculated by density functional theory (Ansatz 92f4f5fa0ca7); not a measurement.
Periodic cell of 372 atoms, Si256O116, from a study of silicon, its oxide and their interface. The atomic structure is a simulated model.
This geometry differs little from another in the collection (a relaxation step or a small displacement).

Settings: functional r2SCAN; potential files Ansatz PAW; basis plane waves; wave-function cutoff 800 eV; density cutoff ratio 5; exchange-correlation grid ratio 1; k mesh 1 x 1 x 1, Gamma-centred; self-consistency stop 1e-10 eV per atom in the density residual; occupations fixed; spin none; net charge 0.

Cell vectors (angstrom)
a 16.332 0 0
b 0 16.332 0
c 0 0 24.6095

Atoms and the computed forces on them: element, x, y, z (angstrom), force x, y, z (eV/angstrom)
Si 1.4259 -1.0018 -1.62 0.0006 0.0015 -0.0153
Si 3.395 1.3845 -1.5482 -0.0036 0.0068 -0.0004
Si -1.4289 3.9365 1.138 -0.0061 0.0062 0.0014
Si 3.828 8.2239 -1.2624 -0.0086 -0.0027 0.0062
Si -0.1686 11.6566 -0.5378 -0.0019 0.0007 -0.0071
Si 2.8236 14.0551 -0.2515 0.0166 -0.0076 -0.0113
Si 7.263 -3.7151 -2.5231 -0.0088 0.0002 -0.0029
Si 7.2653 1.0473 -0.5845 0.0035 -0.001 0.0007
Si 4.5576 6.1114 0.4508 -0.0078 -0.0017 -0.0128
Si 9.8604 10.994 -0.201 0.0136 0.0133 -0.0072
Si 8.2239 12.7346 -0.4028 0.0045 0.0016 0.001
Si 11.8815 14.3065 -2.0521 0 -0.0056 0.0016
Si 9.2951 -1.4061 -0.4369 0.0064 -0.0043 -0.005
Si 18.1001 6.2743 -2.6273 0.0006 0.0037 -0.0004
Si 10.2832 5.3451 0.198 0.0024 0.0002 -0.0013
Si 11.8909 6.509 1.4733 0.0033 0.0018 0.0014
Si 12.3305 12.3293 1.3579 -0.0079 -0.0036 -0.0022
Si 13.7914 13.703 0.1508 0.0003 0.0072 -0.0123
Si 1.231 1.3574 1.346 0.0042 -0.0056 0.0034
Si 4.0163 3.9844 1.329 0.0041 -0.008 -0.0058
Si 1.6266 6.3773 1.487 0.0032 -0.0037 0.0032
Si 4.3434 9.8708 1.3141 -0.0046 -0.0033 -0.0147
Si 1.4955 12.4723 0.9708 -0.008 -0.0028 -0.0035
Si 4.1886 15.1914 1.2622 0.0058 0.004 0.0017
Si 7.5531 1.959 1.5326 -0.0005 0.0008 -0.0017
Si 9.1982 3.7626 1.6041 -0.0012 -0.0022 0.0005
Si 6.5984 6.7549 1.4495 0.0004 -0.0011 -0.0006
Si 8.0639 10.816 2.7416 -0.0004 0.0015 0.0047
Si 6.6472 12.037 1.3047 -0.0069 0.0028 -0.0014
Si 10.2382 15.5775 1.5899 -0.0032 -0.0038 0.0028
Si 13.4064 2.1419 0.246 -0.0065 0.0012 0.0011
Si 11.9693 1.0082 1.7586 -0.0014 0.0002 -0.0077
Si 15.0849 9.2982 1.2529 -0.0033 -0.0027 -0.0073
Si 12.9842 7.6135 -0.2166 0.0013 0.0037 -0.0079
Si 12.6226 11.8568 -3.2216 0.004 -0.002 -0.0066
Si 14.8863 15.058 1.6663 -0.0048 -0.0094 0.0099
Si -0.0999 2.7138 2.7314 0.002 0.0007 -0.0065
Si 2.7181 0.0558 2.6549 0.0008 0.0018 -0.0001
Si 0.2453 8.0562 2.5799 0.0052 0.0025 -0.0021
Si 2.7948 5.1688 3.0276 0.0002 0.0221 -0.0143
Si 0.1289 13.6355 2.624 -0.005 -0.0032 0.0025
Si 2.7176 11.0444 2.516 0.0028 -0.0015 0.0023
Si 5.582 2.7664 2.6191 -0.0121 -0.0036 -0.0028
Si 8.4125 0.1538 2.7997 0 -0.0022 0.0017
Si 5.42 8.2806 2.7653 0.0003 -0.0026 0.0045
Si 8.0479 5.4382 2.8277 -0.002 0.002 0.0022
Si 5.5059 13.7031 2.5619 0.0023 -0.0002 -0.002
Si 9.2042 9.3338 1.2905 0.0014 -0.0066 0.0007
Si 10.8672 2.7186 2.9263 0.0004 0.0008 -0.0076
Si 13.543 -0.0436 3.0949 0.0004 0.0007 -0.0014
Si 10.7719 8.1747 2.6725 -0.0013 -0.0021 0.0026
Si 13.6375 5.3752 2.5985 0.0019 0.002 0.0029
Si 11.0262 13.6876 2.7896 -0.0034 -0.0006 -0.0014
Si 13.6662 10.7729 2.573 -0.0002 0.0019 -0.0035
Si 1.2758 3.9366 4.229 0.0053 -0.001 0.0005
Si 4.1383 1.4022 3.9752 -0.0007 -0.002 0.0001
Si 1.4657 9.5525 3.9432 -0.0031 -0.0023 0.002
Si 4.0963 6.8212 4.1281 0.0063 0.0028 -0.0077
Si 1.4206 14.9922 4.0614 -0.002 -0.0002 -0.0005
Si 4.0873 12.3585 3.9591 0.0008 -0.003 0.0015
Si 6.7255 4.1084 4.1916 -0.0002 0.0006 -0.0005
Si 9.585 1.407 4.3521 0.0003 -0.0027 -0.0003
Si 6.7619 9.552 4.2035 0.002 0.0005 -0.003
Si 9.4713 6.8305 4.0981 -0.0005 -0.0015 -0.0014
Si 6.8997 15.0313 3.9447 -0.0055 -0.0004 0.0001
Si 9.5204 12.2608 3.9667 0.0051 -0.0017 -0.0011
Si 12.3295 4.099 4.1124 0.0007 -0.0004 -0.0017
Si 14.9675 1.4043 4.2143 -0.002 0.0049 0.0038
Si 12.2472 9.5041 3.9737 0.0017 -0.0006 0.0027
Si 15.0395 6.7773 3.928 -0.0047 0.0008 0.0002
Si 12.2662 14.8744 4.3697 0.0004 -0.0029 0.0029
Si 15.0537 12.189 3.9374 -0.0025 -0.0004 -0.0004
Si 0.054 0.0098 5.4616 -0.0022 0.0002 -0.003
Si 2.762 2.647 5.4739 0.0016 0.0015 -0.0008
Si -0.0405 5.4458 5.4541 -0.0047 -0.0014 0.0009
Si 2.7236 8.2052 5.4328 0.001 -0.001 -0.0034
Si 0.0552 10.8541 5.3377 0.0006 -0.0021 -0.0001
Si 2.7626 13.63 5.4205 0.0003 0.004 -0.0003
Si 5.4779 0.0107 5.3399 0.0005 0.0006 0.0023
Si 8.1149 2.7552 5.5475 0.0023 0.0009 -0.0008
Si 5.417 5.4882 5.5379 -0.0001 -0.0014 0.0021
Si 8.1456 8.1622 5.5023 -0.0017 0.0014 0.0008
Si 5.3675 10.965 5.4312 0.0018 0.0028 -0.0033
Si 8.1741 13.6299 5.3553 0.001 0 0.0005
Si 10.92 -0.0106 5.6396 0.0015 0.0038 -0.0001
Si 13.6182 2.7635 5.5578 0.0001 0.002 0.0033
Si 10.899 5.4657 5.4213 0.0011 0.0029 0.0007
Si 13.6474 8.1382 5.3153 -0.0001 -0.0034 0.0007
Si 10.8902 10.88 5.3349 0.001 0.0001 0.0005
Si 13.7299 13.4812 5.4802 0.0004 -0.0045 0.0025
Si 1.4148 1.3384 6.8643 -0.0066 0.0006 -0.0002
Si 4.0469 4.0813 6.8345 -0.0013 -0.001 -0.001
Si 1.3344 6.8253 6.7872 0.0027 -0.0006 0.0002
Si 4.0509 9.5658 6.8228 0.001 0.0016 0.0014
Si 1.3896 12.2266 6.7488 0.0005 -0.0019 0.0008
Si 4.1257 14.997 6.7567 -0.0031 0.002 0.0003
Si 6.7554 1.3403 6.8227 -0.0021 0.0015 -0.0013
Si 9.5218 4.1229 6.8202 -0.0019 0.0005 0.0017
Si 6.8038 6.8209 6.8783 0.003 0.0017 0.0007
Si 9.5646 9.5343 6.7728 -0.0007 0.0026 0.0004
Si 6.7953 12.3008 6.7494 0.0008 -0.0038 -0.0006
Si 9.473 14.9479 6.8326 -0.0033 0 0.0004
Si 12.2872 1.3908 6.921 0.0002 0.0007 0.0012
Si 14.9776 4.1231 6.9036 0.0012 0.002 0.0005
Si 12.296 6.8211 6.7546 -0.0024 0.0016 -0.0008
Si 14.9971 9.5085 6.7024 -0.0004 0.0003 -0.0002
Si 12.2523 12.1662 6.7581 -0.0014 0.0003 -0.0004
Si 15.0274 14.9526 6.7933 -0.0029 0.0008 -0.0002
Si 0.0532 2.7471 8.2278 -0.0009 -0.0004 -0.0013
Si 2.7635 -0.0282 8.18 -0.002 -0.0014 0
Si -0.0078 8.1976 8.152 -0.0054 0.0018 0.0008
Si 2.6746 5.4349 8.1701 0.0007 0.0004 -0.0003
Si 0.0502 13.5985 8.1258 0.0001 0.0006 -0.0012
Si 2.692 10.8982 8.2134 -0.0039 0.001 -0.0017
Si 5.4132 2.7077 8.1873 0.0008 0.0009 0.0016
Si 8.1177 -0.0119 8.193 -0.0011 -0.0015 0.0004
Si 5.4113 8.1893 8.1829 -0.0034 -0.0031 0.0005
Si 8.1668 5.4515 8.208 -0.0008 -0.0002 0.0007
Si 5.4697 13.6591 8.1486 0.0007 -0.0042 0.0002
Si 8.1531 10.8889 8.0826 0 -0.0008 0.0006
Si 10.8612 2.7629 8.199 0.0014 -0.0008 0.0007
Si 13.6739 -0.0149 8.1864 0.0027 -0.0017 0.0004
Si 10.9393 8.1607 8.1407 -0.0019 -0.0025 -0.0002
Si 13.6099 5.5128 8.223 0 0.0029 0.0021
Si 10.8709 13.5587 8.0926 0.0027 -0.0011 0.0003
Si 13.6018 10.8079 8.1004 0.0015 0.0007 0.0008
Si 1.3754 4.1243 9.6493 -0.004 -0.004 -0.001
Si 4.0823 1.3377 9.5596 0.0024 0.0009 -0.0016
Si 1.3262 9.5145 9.5925 0.0068 0.0006 -0.0007
Si 4.0517 6.7734 9.5089 -0.0033 0.0001 0.0001
Si 1.3819 14.9612 9.5181 0.002 0.0029 0.0001
Si 4.0974 12.3075 9.5002 0.0013 -0.0011 -0.0004
Si 6.7854 4.0702 9.5407 0.0003 0.002 -0.0005
Si 9.4828 1.3797 9.5223 -0.0029 -0.0002 0.0008
Si 6.7922 9.5648 9.4904 0.0006 0.003 -0.0007
Si 9.5486 6.8178 9.5125 0.0017 0.0067 -0.0003
Si 6.7927 14.9774 9.5932 0.0003 0.0018 0.0004
Si 9.5116 12.2107 9.4593 -0.0015 0.0011 0.0001
Si 12.1948 4.1638 9.536 -0.0001 -0.0004 0.001
Si 15.0369 1.3446 9.5661 -0.0012 -0.0013 0.0024
Si 12.3154 9.4587 9.5496 -0.0017 -0.0026 0.0012
Si 14.9951 6.8836 9.5851 0.0014 -0.0037 0.0005
Si 12.2106 14.9467 9.4238 0.0003 -0.0009 -0.0014
Si 14.9335 12.2476 9.3848 0.0015 0.0016 -0.0011
Si 0.0308 -0.0705 10.9602 0.0035 0.0005 0.0019
Si 2.7115 2.6376 10.95 -0.0013 0.002 -0.0005
Si 0.056 5.6063 10.991 0.0026 -0.0021 0.0011
Si 2.758 8.1089 10.9306 -0.0023 0.004 0.0039
Si -0.1216 10.948 10.8222 -0.0035 -0.006 -0.001
Si 2.7803 13.6926 10.8796 -0.0005 0.0002 0.0001
Si 5.4698 0.057 10.9663 0.0017 0.0006 0.0026
Si 8.1749 2.7691 10.9181 0.0009 0.0006 0.002
Si 5.3597 5.3755 10.8927 0.0001 -0.0011 0.001
Si 8.1311 8.1525 10.8124 -0.0055 -0.008 -0.0009
Si 5.4531 10.9487 10.8554 0.0026 -0.0046 0.0001
Si 8.153 13.5225 10.8724 -0.002 -0.0002 0.0009
Si 10.8513 -0.0451 10.7888 0.0008 -0.0043 0.0013
Si 13.6063 2.7826 10.7761 0.0015 0.0012 0.0048
Si 10.8577 5.5047 10.971 -0.0034 0.0012 0.0002
Si 13.6697 8.181 11.0493 0.0001 0.0011 0.0002
Si 10.8776 10.8367 10.7784 0.0024 0.0018 0.0009
Si 13.5522 13.5749 10.7423 -0.0012 0.0012 0
Si 1.3935 1.2812 12.3827 0.0015 -0.003 0.0034
Si 4.0745 3.9473 12.33 0.0027 -0.0039 0.001
Si 1.4609 6.8876 12.5246 0.0024 -0.0036 -0.0002
Si 4.1203 9.5618 12.1828 -0.0001 -0.0019 0.0006
Si 1.3386 12.2906 12.0528 0.0018 0.0005 0.0039
Si 4.1116 15.0417 12.3267 -0.0002 -0.0038 0.0008
Si 6.8415 1.4557 12.3183 -0.0018 0.0014 0.001
Si 9.4846 4.1338 12.3416 0.0001 0.0039 0.0011
Si 6.7379 6.7802 12.1537 -0.0032 0.0031 0.0025
Si 9.4925 9.5225 12.1271 -0.0027 -0.0008 -0.001
Si 6.7666 12.2403 12.3212 -0.0022 0.0005 -0.0014
Si 9.5184 14.8881 12.1747 -0.0032 0.0007 0.0013
Si 12.2225 1.3788 12.0361 -0.004 -0.0015 0.001
Si 16.2117 2.7731 13.3912 -0.0049 -0.0034 -0.0016
Si 12.2134 6.8334 12.3834 0.0002 -0.0062 0.0008
Si 14.9809 9.6601 12.4066 0.006 -0.0009 0.0029
Si 12.2363 12.2046 12.1022 0.0001 -0.0027 0.0001
Si 14.8521 14.8725 12.1717 0.0019 0.0027 0.0024
Si -1.4245 4.2106 12.1333 0.0014 0.0003 0.001
Si 2.9291 0.1198 13.8549 0.0006 0.0011 0.0016
Si 2.2665 9.1813 18.0186 0.0047 -0.0008 -0.0034
Si 4.4074 5.9283 15.1247 -0.0014 0.0104 0.0102
Si -0.0645 13.5248 13.4698 -0.0036 -0.0026 0.0162
Si 2.3957 10.6605 13.3358 0.0017 -0.0014 -0.0005
Si 6.8584 4.0769 17.5224 0.0066 -0.0045 0.0028
Si 8.1313 -0.1018 13.4819 -0.0002 0.0001 -0.0034
Si 5.5457 8.2575 13.5616 -0.0046 0.0038 0.004
Si 8.0307 5.5029 13.657 0.0024 -0.007 -0.0055
Si 6.5758 15.2231 14.9512 0.0028 0.0032 0.0024
Si 8.1119 10.7513 13.5741 -0.0032 0.0055 0.0032
Si 12.7171 3.348 14.7785 0.0028 -0.001 0.0085
Si 13.589 0.086 13.4114 -0.0034 -0.0004 -0.0047
Si 10.7812 8.2625 13.6238 -0.0008 0.0039 0.0068
Si 13.4737 5.3174 13.6904 0.0037 0.0096 0.0071
Si 9.7612 11.7771 14.7812 -0.0012 0 0.0017
Si 13.351 10.9073 13.7195 0.0001 0.0042 -0.0094
Si 0.9929 3.991 15.0034 -0.0034 -0.0021 0.0097
Si 4.4842 1.2621 15.2494 0.0014 0.0016 0.0095
Si 0.6182 8.9357 13.6097 -0.0054 0.0019 0.0006
Si 2.6793 5.1536 13.7827 -0.0052 -0.0008 -0.0017
Si 1.9214 14.8413 15.2012 -0.0023 0.0012 0.0085
Si 3.5975 12.1873 14.7059 -0.0033 -0.0015 0.0044
Si 5.5596 2.8035 13.8338 -0.0003 0.0033 -0.0044
Si 9.7655 0.9916 14.7215 -0.0006 -0.0016 0.0054
Si 7.3173 8.9861 14.9046 -0.0012 -0.0149 0.0069
Si 9.0123 7.2942 14.7525 0.0072 0.006 0.0111
Si 5.3379 13.5536 13.6851 0.0052 0.004 0.0005
Si 10.7928 13.388 13.4696 -0.0034 0.0007 -0.0016
Si 10.89 2.6348 13.4979 -0.0002 0.0009 0.0022
Si 14.5434 1.8178 14.6427 0.0031 0.0016 0.0069
Si 14.6654 11.7476 15.4586 0.0068 -0.0015 0.0195
Si 15.2661 6.1969 16.0376 0.0027 0.0021 0.0026
Si 12.2568 15.5004 15.029 0.0005 -0.0048 0.0023
Si 11.5114 10.0745 14.9481 -0.0013 0.0039 0.0066
Si -0.8826 37.4229 18.5568 0.0028 0.0007 -0.0012
Si 17.6487 -18.9901 20.2686 -0.0014 0 0.0041
Si -7.0238 8.4642 19.1428 -0.0012 0.003 -0.002
Si -4.7974 36.1691 22.7304 0.0077 -0.0021 -0.0048
Si 23.1491 8.9318 17.2357 0.0034 0.006 -0.0033
Si 20.7944 -9.2119 17.7927 -0.0081 0.0005 -0.0046
Si -12.4182 4.9936 19.9776 -0.0014 0.0025 0.002
Si 25.0637 13.8706 19.6989 -0.0023 -0.0048 -0.0002
Si -8.2064 -8.6643 24.5223 -0.003 -0.0047 -0.0087
Si -7.3043 2.0213 17.484 -0.0019 0.0135 0.0058
Si 7.5136 7.989 21.4118 -0.0021 -0.0008 -0.005
Si 11.4506 9.4021 22.5852 0.0089 -0.001 -0.0087
Si 11.543 3.5705 17.6795 -0.0024 0.0055 -0.0017
Si -13.9628 2.9201 24.6403 0.0055 0.0019 0.0034
Si 14.432 25.2717 19.7847 0.0038 -0.0026 -0.0012
Si 16.316 25.4591 15.8635 0.0009 0.0026 -0.0002
Si 10.445 6.4992 17.4924 -0.0016 -0.0012 -0.0094
Si -19.9883 23.5012 21.5709 0.0023 0.0015 -0.0027
Si -4.3912 8.9836 17.8905 -0.0009 0.0013 -0.0046
Si 4.9156 14.7127 22.3725 0.0024 -0.0028 0.006
Si 7.8747 13.1932 16.7864 -0.0094 -0.0057 0.009
Si -12.0503 2.4779 18.1497 0.0073 0.0045 0.0026
Si 13.0152 20.8713 20.2491 0.0005 0.0019 -0.0007
Si -0.7177 -21.0811 21.0904 0.0029 0.0007 -0.0015
Si 0.7247 4.7454 24.5816 0.0037 0.008 -0.0126
Si -2.3828 -2.057 17.2761 0.001 0.0002 0.0012
Si 19.8828 -4.6389 19.3634 -0.0041 -0.0062 0.0013
Si 16.8488 -0.7834 17.8983 0.0002 0.0032 0.0033
Si 6.4084 4.6064 15.1531 0.0049 0.0042 0.005
Si -25.8175 21.3638 20.3767 -0.0006 0.0018 -0.0036
Si -11.5872 -15.5957 20.5213 0.003 0.0037 -0.0024
Si -20.8009 13.8867 19.6675 -0.0011 -0.0021 0.0044
Si -0.0148 18.4617 17.1392 0.0025 0.0073 0.0043
Si 24.9216 19.0074 21.726 -0.0008 0.0003 -0.0033
Si 21.6455 -4.7973 17.0894 0.0079 -0.0037 0.0025
Si 16.7873 7.1431 19.4859 0.0009 -0.0004 -0.0005
Si 5.4578 -6.2316 21.3795 -0.0029 0.0017 -0.0006
Si -0.526 0.2298 24.7994 -0.0061 0.0067 -0.0132
Si 21.4457 0.0606 24.0466 -0.0067 -0.0046 0.0029
Si 7.851 33.1824 19.848 0.0087 0.0023 0.0002
O -3.9322 -22.3556 -2.9595 -0.0038 -0.0046 0.0108
O -2.148 12.2449 -3.1694 -0.0006 0.001 0.0013
O -16.2184 11.3749 -2.129 -0.0016 -0.0002 0.0067
O -8.4508 3.9101 -3.6639 0.002 -0.0036 0.0047
O -13.2685 -9.5046 0.7446 -0.0024 -0.0212 0.0007
O -4.298 -4.0359 -4.6541 -0.0018 0.0036 0.0017
O 10.7355 4.9371 -7.1724 0.0075 0.0039 -0.0029
O -11.9094 -0.7922 -3.5921 0.0057 -0.0001 0.0006
O 12.2933 18.8133 -0.8956 0.0035 -0.0029 0.0055
O -7.9971 19.7886 -6.9786 0.0019 -0.0096 -0.0137
O 7.2578 22.7714 -3.5645 0.0001 0.0019 -0.0007
O 4.0152 5.9986 -7.9001 0.0051 0.0078 -0.0075
O 10.6545 -7.0077 -5.7748 0.0015 -0.0027 -0.0025
O -17.7117 -19.9188 -0.5022 -0.0045 0.0038 0.0088
O 2.7545 5.2997 -3.5165 0.0015 -0.0003 -0.0016
O 4.2533 11.279 -8.712 0.0003 0.0017 -0.0046
O -0.6137 10.2335 0.0857 -0.0059 -0.002 0.0053
O 5.3074 4.6346 -3.8581 0.0009 0.0002 -0.0024
O -5.8902 -1.4553 -1.6114 -0.0017 0.0045 0.0054
O 13.2898 9.3233 -5.9024 -0.0026 -0.0009 -0.0009
O 12.9348 -2.0822 -6.0734 0.0005 -0.002 -0.0007
O -0.4562 12.4387 -9.9828 -0.0021 0.0033 -0.01
O 7.6423 24.5024 -1.5799 0.0004 -0.0022 0.0024
O 19.922 9.183 0.043 0.0091 -0.0028 0.0132
O 4.5533 7.476 -9.9896 0.0021 -0.011 -0.0066
O -18.049 17.5488 -0.3607 0.0053 -0.003 -0.001
O 1.1288 14.8881 -5.3795 0.0002 -0.0008 -0.0057
O 8.2552 16.1045 -0.8987 -0.0006 0.0003 0.0028
O 13.825 -8.1797 -3.5674 -0.0022 -0.0008 0.0023
O -4.3971 -22.8117 -8.0812 -0.0074 -0.0036 -0.0035
O 15.3928 31.2137 -6.9443 -0.0035 -0.0016 0.0036
O 44.8914 9.0044 -0.6495 -0.0023 0.0003 -0.0024
O -3.1207 23.0442 -1.5679 -0.0034 0.0028 0.0018
O 20.2095 34.6287 -7.9752 0.0028 0.0045 -0.0066
O -8.7835 -1.6879 16.1419 -0.0032 -0.0023 -0.0034
O 11.1712 4.8626 23.5254 -0.0017 0.0014 0.0044
O -6.237 2.9912 22.2211 -0.0041 -0.0029 -0.0025
O -2.1988 12.7906 16.6082 0.0068 -0.0008 -0.0018
O 8.8252 17.7473 20.756 -0.0077 -0.0013 0.0002
O -8.0789 0.8813 18.3223 -0.0059 0.003 0.016
O 9.6368 -9.4308 18.8354 -0.001 0.0011 -0.003
O -8.2415 -1.0423 20.0955 -0.0024 0.0114 0.0006
O -10.0035 25.2186 20.7547 0.0021 -0.0003 0.004
O -1.2135 17.9285 16.1808 -0.0026 -0.0013 -0.0066
O 18.8704 10.6172 18.6988 0.0025 0.0013 0.0014
O 28.0734 -2.3175 14.6684 -0.0012 0.0023 0.0053
O 11.8083 7.4048 17.4635 -0.0071 0.0069 0.0082
O 33.8022 2.8802 16.233 -0.0008 -0.0022 -0.0018
O -3.078 -17.3315 16.2811 -0.0065 0.0032 -0.0075
O -5.7584 2.2862 17.8886 -0.0006 0.0081 -0.0051
O -12.1475 18.1064 21.6623 0.0006 -0.0078 0.0002
O 3.6396 -7.8465 17.5539 -0.0058 -0.0041 0.0115
O 3.5686 3.7709 18.9086 0.0024 -0.0011 -0.0006
O -7.0881 22.8175 24.248 -0.0004 -0.0025 -0.0018
O -3.9579 6.0072 20.5004 0.0032 0.001 -0.0019
O -0.9117 7.8824 19.0917 -0.0012 0.003 0.0006
O 14.2426 -10.061 14.797 -0.0034 -0.0021 -0.009
O 6.3424 0.8831 20.2994 0 -0.0005 -0.007
O 10.1258 -6.1004 22.9625 0.0021 0.0043 0.0145
O 8.1634 8.9954 18.1272 0.0013 0.002 0.0009
O 12.2072 31.0785 21.0248 -0.002 -0.003 0.0031
O 25.8104 39.5287 16.2622 0.0083 0.0001 0.0075
O 15.3035 10.21 20.285 0.0023 0.002 0.001
O 17.3008 21.7322 23.089 0.001 -0.0041 0.006
O -17.3873 10.3735 16.1246 -0.0044 0.006 -0.0053
O -8.3098 13.2934 18.3753 -0.0026 0.0004 0.0007
O 12.4132 3.7368 19.0075 0.0031 0.0004 -0.0007
O 14.6164 5.4626 17.337 0.0016 0.0003 -0.0017
O 2.1638 0.3994 22.5961 0.0079 -0.0006 0.0001
O 4.1613 6.4134 19.2121 0.0007 -0.0011 -0.0019
O 15.6701 7.7206 16.3658 -0.0005 -0.001 0.0002
O 0.2196 5.3071 15.606 -0.001 -0.0024 -0.0081
O 10.9491 -16.2627 15.3981 0.0024 -0.0006 -0.0031
O 22.8459 11.1756 21.9835 0.0043 0.0028 0.0016
O 0.4693 0.8412 17.9936 -0.0005 -0.0042 0.0004
O 5.872 -6.1694 17.7108 0.0023 0.0051 -0.0035
O -5.041 -8.3274 21.7772 0.001 0.0053 0.0017
O 20.4128 33.8417 19.1095 0.0007 -0.0021 0.0044
O 16.4507 28.9171 20.139 0.0041 0.0018 0.002
O 6.8658 5.1635 18.7447 0.0013 0.0022 0.0051
O 2.7141 -3.4442 20.0425 0.0019 -0.0029 0.0002
O 5.5036 10.9334 25.3824 -0.0013 -0.005 0.0081
O 0.5997 -9.4373 21.0631 0.0013 0.0001 -0.0007
O -11.5098 6.9386 23.6385 0.0029 0.0057 0.0195
O 5.5657 16.3717 15.5969 0.0001 -0.0022 -0.0022
O -6.0351 14.1028 19.3339 0.0016 0.0001 -0.0014
O 22.8941 -4.0165 16.4454 0.0005 0.001 0.0016
O -7.1337 -20.169 16.1707 0.0003 -0.0019 -0.0008
O -10.4943 2.8914 17.978 -0.0041 0.0066 -0.0058
O 4.4929 27.239 20.3927 -0.0031 -0.0021 -0.0022
O 0.5332 14.7537 14.3617 0.0025 -0.0125 -0.0092
O 6.0144 7.547 17.5573 -0.0055 0.0002 -0.0042
O 11.2537 -4.7307 24.9781 -0.0099 -0.009 -0.0025
O 1.5581 -1.096 16.7124 -0.0031 -0.0007 -0.0108
O 3.836 29.9928 23.0527 -0.0128 0.0143 0.007
O 15.8077 19.5685 18.1978 -0.0023 -0.0044 -0.0009
O 14.5924 4.7343 19.9395 -0.0001 -0.0019 0
O 8.4011 12.8398 20.9161 0.0004 0.0014 -0.0014
O -3.6938 20.0452 21.573 -0.0048 0 0.0031
O 16.7786 22.0118 18.7671 0.0015 0.0037 -0.0015
O 17.599 -1.9904 21.7282 0.0046 -0.0036 -0.0001
O -23.7635 1.6247 15.936 0.0022 -0.0033 -0.0017
O 6.1723 13.8133 21.8938 -0.0024 -0.0051 0.0036
O 8.8433 -7.7754 20.6773 0.0023 -0.0019 0.0023
O -14.6793 8.1112 19.0512 -0.0018 0.0017 -0.0048
O -3.2794 14.6611 23.6239 -0.0019 -0.004 0.0051
O 17.6236 9.4275 16.7672 0.0067 0.0002 0.0011
O 4.4929 9.3245 22.3916 -0.0006 -0.0023 0.0016
O -0.0661 -0.6184 23.4821 -0.0018 0.0058 0.0061
O 35.1886 -8.7768 22.6462 0.0042 -0.0007 0.0036
O 11.8202 -3.6497 22.5269 0 0.0025 -0.0017
O -3.8419 3.3558 16.4049 -0.0077 -0.003 0.0009
O 14.3998 8.0594 25.0408 -0.0009 -0.0002 0.0026
O 4.5379 12.3484 18.2486 0.0018 0.0004 -0.0015
O -13.7021 13.3731 15.2986 -0.0007 0.0053 0.002
O 40.2702 2.2296 22.9418 0.0052 0.0063 -0.002

Results
free energy: -229899.397 eV
free energy less fixed offsets of O -570.45, Si -639.56 eV per atom: 0.163 eV

The program warned: the cutoff lies below the one the program advises for these potential files; the forces do not sum to zero within the program's tolerance; empty levels may hold ghost states of the PAW files; the exchange-correlation potential is rough where the density is thin.
